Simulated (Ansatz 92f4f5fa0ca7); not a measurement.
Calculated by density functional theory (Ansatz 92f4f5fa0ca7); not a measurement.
Periodic cell of 208 atoms, Si128O80, from a study of silicon, its oxide and their interface. The atomic structure is a simulated model.
This geometry differs little from another in the collection (a relaxation step or a small displacement).

Settings
functional: r2SCAN
potential files: Ansatz PAW
basis: plane waves
wave-function cutoff: 800 eV
density cutoff ratio: 5
exchange-correlation grid ratio: 1
k mesh: 1 x 1 x 1, shifted by 0.5 0.5 0 of a step
self-consistency stop: 1e-10 eV per atom in the density residual
occupations: fixed
spin: none
net charge: 0

Cell vectors (angstrom)
a 10.88 0 0
b 0 10.88 0
c -3.613 4.7851 30.8832

Atoms: element, x, y, z (angstrom)
Si 0.4322 3.5517 0.1665
Si 3.2784 6.3217 0.1191
Si -0.5296 -0.7783 0.2153
Si -8.7192 1.8938 0.1478
Si -5.8881 4.599 -0.012
Si -3.2784 7.4028 0.1551
Si -5.0068 -1.7852 0.2598
Si -2.2662 0.848 0.3321
Si -1.317 2.6665 1.4544
Si 1.4315 5.3867 1.2876
Si -1.4343 -2.6216 1.3694
Si 1.3016 0.0795 1.3951
Si -6.8628 2.8446 1.2891
Si -4.161 5.536 1.318
Si 4.1503 8.0608 1.4624
Si -4.0492 -0.0574 1.5114
Si -2.7538 4.1176 2.6247
Si 0.013 6.8101 2.5811
Si -2.7094 -1.3658 2.9138
Si -0.0099 1.3481 2.8907
Si 2.7166 4.106 2.8003
Si 5.4576 6.7681 2.8851
Si 2.7086 9.5136 2.6451
Si -5.4844 1.4222 2.6347
Si -4.096 2.7462 4.0321
Si -1.3485 5.4545 3.9779
Si -4.0709 8.141 4.1945
Si -1.3558 -0.0018 4.2346
Si 1.3625 2.7394 4.1426
Si 4.0716 5.4265 4.1894
Si 1.3506 8.1562 4.0271
Si 4.0684 0.0158 4.0005
Si -2.7606 1.4009 5.4777
Si -0.0336 4.11 5.4185
Si -2.6611 6.7712 5.4284
Si 0.0341 9.4855 5.4869
Si 2.7317 1.3444 5.4112
Si 5.4574 4.058 5.4815
Si 2.697 6.8309 5.4689
Si -5.4635 -1.3193 5.4247
Si -1.3714 2.7615 6.8161
Si 1.3249 5.4399 6.7958
Si -1.3502 8.1243 6.8132
Si 1.3927 0.0156 6.7972
Si 4.0716 2.6734 6.7892
Si -4.0262 5.4457 6.7865
Si -6.7988 -2.6658 6.8075
Si -4.1102 -0.0006 6.8167
Si -2.7096 4.1184 8.1953
Si -0.0196 6.7739 8.1778
Si -2.7287 9.4885 8.1495
Si 0.009 1.3695 8.1438
Si 2.6943 4.0413 8.1166
Si -5.3667 6.8501 8.1111
Si 2.7431 -1.2983 8.1814
Si 5.3931 1.3279 8.1703
Si -4.1216 2.7198 9.4298
Si -1.3632 5.463 9.6071
Si -4.0461 8.1632 9.6035
Si -1.3541 -0.0259 9.4596
Si 1.3523 2.7079 9.5603
Si 4.1256 5.4378 9.3348
Si 1.3504 8.1875 9.4223
Si 4.0835 0.0136 9.6258
Si -2.7645 1.3504 10.7185
Si 0.0045 4.0853 10.9331
Si -2.6782 6.8233 11.0433
Si 0.0062 -1.3946 10.8316
Si 2.7002 1.3764 10.9959
Si -5.4691 4.0995 10.7483
Si 2.8104 6.8442 10.6116
Si -5.4108 9.5293 10.9823
Si -1.4539 2.6496 12.1441
Si 1.5109 5.567 12.0144
Si -1.2676 8.2228 12.4106
Si 1.3502 -0.1086 12.2685
Si -6.8201 2.8662 12.2505
Si -4.1226 5.3534 12.22
Si 4.0591 8.0639 12.1734
Si -4.0471 0.1026 12.2601
Si -3.287 3.4957 13.4008
Si 0.6246 7.1745 13.4635
Si -2.226 -0.7605 13.5172
Si -0.5013 0.8701 13.3173
Si 1.9954 6.6332 -8.3751
Si -5.8507 6.3189 13.4506
Si 2.3884 -1.8535 13.5284
Si -5.0764 1.8955 13.4357
Si -7.6843 4.7397 13.4393
Si -5.2597 3.6771 -2.1549
Si 3.5232 2.0845 18.1963
Si -6.3357 4.3628 -4.9505
Si 1.8368 5.1828 -3.8987
Si 3.6677 -1.3394 15.5012
Si -0.1541 1.904 15.3334
Si 1.5472 0.0943 17.2822
Si 3.0237 7.3768 -1.9363
Si -5.2885 7.1196 15.5885
Si -2.0264 6.7063 -5.4931
Si -3.6077 -0.604 -8.4763
Si -0.3262 3.8796 -2.026
Si -1.8219 -1.9325 20.7983
Si -5.7061 -1.4077 -1.9314
Si 1.232 2.4867 -7.479
Si -5.5362 1.3237 15.6971
Si -5.1943 6.3192 18.3887
Si -2.5563 4.6705 18.8507
Si -0.8009 -1.4617 -4.9317
Si -6.166 6.9387 -6.8254
Si -3.1611 2.7527 21.2711
Si -5.5458 0.8523 20.3689
Si -3.4821 -0.4191 -3.9311
Si -1.8266 6.5913 -2.4559
Si -2.696 2.0737 -2.4731
Si 3.0515 4.8285 19.3656
Si 0.2327 5.2109 -6.357
Si -4.3573 -1.6129 18.9834
Si 0.3997 -2.0285 -2.4023
Si -3.5738 7.2248 -8.0222
Si -5.5117 -0.8807 -6.2576
Si -0.8177 0.0898 -7.6062
Si -0.3734 -2.2579 18.0648
Si -2.8732 2.7616 16.3135
Si 3.5853 1.2719 -2.5001
Si -2.9284 -1.8456 16.3342
Si 3.6097 1.6298 -5.5259
Si 0.4091 5.7843 18.265
Si 0.9777 4.8088 15.4066
O -1.4855 1.933 16.267
O -5.9799 -0.2472 15.4763
O 2.6199 -0.9231 16.649
O -5.1619 6.9009 -8.1151
O -1.352 5.1299 -1.9901
O -2.7555 1.08 -1.2122
O -2.0593 -1.1656 -3.9614
O -1.2805 -0.4985 21.3165
O -1.0301 7.9807 -5.6436
O 3.0472 1.5137 -4.002
O -5.154 7.8998 18.7086
O -2.8397 3.7472 17.5699
O -3.3108 -1.8172 20.1925
O 3.2028 6.7341 -7.3281
O 0.3481 6.1852 14.7815
O 0.9284 5.8448 -5.0409
O -0.4961 7.5043 -2.401
O -2.5728 -0.8302 15.1335
O -5.0247 -0.4098 -7.7266
O -2.9608 7.1104 -1.4389
O 0.9973 1.1349 16.1741
O -6.451 8.0817 -2.3809
O -3.6715 3.336 -2.192
O 0.4771 -1.4843 -3.9303
O 0.5736 3.6616 -6.5867
O -1.1125 5.4338 18.761
O -6.6564 1.9176 16.734
O 1.5795 5.5132 19.3545
O -3.8382 7.8734 15.6585
O -3.6898 -1.1383 17.5785
O -2.3886 0.3496 -7.9638
O -6.6432 0.1671 -5.8147
O -1.8961 2.0137 21.9423
O 0.2527 3.4375 14.9256
O -0.8707 -2.3921 19.5915
O -2.4576 6.5484 -3.9467
O -1.1816 2.6351 -2.6629
O 2.582 6.3386 -3.0846
O -1.8022 7.8806 22.0156
O 0.0834 1.4075 -7.8416
O -6.1696 2.8638 -5.6166
O -1.5555 -2.4195 16.9669
O 0.9543 4.2059 -2.9702
O -6.5815 5.7845 18.9961
O -4.0977 1.6884 16.4028
O -6.7745 -0.2304 -2.2472
O -6.0134 -2.4379 -6.1778
O -6.0487 2.2589 -2.2088
O -4.1512 1.5901 20.7255
O -5.5655 4.4998 -3.5272
O 1.8764 -2.3532 -1.8413
O -0.2598 -0.9485 -1.4054
O 2.9558 4.3373 -4.6674
O -6.3416 0.3685 21.71
O -2.9853 3.7255 15.0097
O 2.4267 1.8413 -6.6067
O 0.6642 6.0798 -7.6398
O -3.2312 1.1754 -3.7161
O -3.2888 6.8838 -6.4655
O 0.3708 -0.8296 17.891
O -2.5532 3.7052 20.1324
O 2.3947 1.5655 -1.4537
O 3.3581 4.3561 20.8574
O 0.5698 7.3378 17.834
O -0.6403 -0.3254 -6.0518
O -3.1447 -2.1193 -8.211
O -5.2468 6.024 16.7889
O 2.9899 3.5951 18.324
O -3.8187 5.689 18.9896
O 2.544 4.662 14.971
O 2.3125 1.0113 18.3726
O -6.366 1.8929 19.4539
O -4.3675 -1.1112 -2.7821
O -5.9006 5.6555 -5.839
O -5.3601 -0.4585 19.4566
O -4.2054 -0.689 -5.334
O 0.7564 4.8665 16.9897
O -0.3068 -1.1185 -8.5349
O -1.3381 5.3605 -6.0659
O -6.5028 8.1512 15.9408

Results
free energy: -127505.973 eV
free energy less fixed offsets of O -570.45, Si -639.56 eV per atom: -6.293 eV

Forces (eV/angstrom), in the order of the atoms: element, x, y, z
Si -0.0005 0.0003 -0.0008
Si -0.0001 -0.0001 -0.0012
Si 0.0002 0.0002 -0.0015
Si 0.0003 -0.0001 -0.0023
Si -0.0012 -0.0001 -0.0014
Si 0.0005 0.0009 -0.0018
Si -0.0001 0.0006 -0.0008
Si -0.0004 0.0007 -0.0016
Si 0.0002 0.001 0.0013
Si 0.0007 0.0001 0.0012
Si -0.0006 -0.0002 0.0003
Si 0.0002 0.0006 0.0008
Si -0.0008 0.0003 0.0007
Si 0.0002 0.0008 0.0013
Si -0.0004 -0.0002 0.0016
Si -0.0002 0.0001 0.0001
Si -0.0007 0.0002 -0.001
Si 0.0002 0.0008 -0.0004
Si -0.0004 0.0003 0.0004
Si 0.0002 0.0001 -0.0006
Si 0.0007 0.0005 0.0001
Si -0.0005 -0.0005 -0.0006
Si -0.0005 0.0001 -0.0006
Si -0.0005 0.0006 -0.0015
Si 0 0.0004 -0.0004
Si -0.0005 -0.0002 -0.0005
Si -0.0006 0.0002 0.0001
Si -0.0002 0.0004 -0.0005
Si 0.0003 0.0008 -0.0002
Si -0.0003 0.0005 -0.0001
Si 0.0003 -0.0003 -0.0005
Si -0.0008 0 -0.0005
Si -0.0002 0.0005 0.0001
Si 0.0004 0.0004 0
Si -0.0001 -0.0004 0
Si 0.0008 0.0001 0.0005
Si -0.0002 0.0003 -0.0001
Si 0.0003 -0.0002 -0.0002
Si -0.0002 0.0005 -0.0002
Si -0.0003 -0.0002 0.0001
Si 0.0004 0.0007 0.0001
Si -0.0008 -0.0001 -0.0005
Si -0.0002 -0.0004 -0.0001
Si 0.0005 0.0002 0
Si -0.0001 -0.0003 -0.0002
Si 0.0008 0.0003 0
Si 0.0002 0.0005 0.0002
Si -0.0003 0.0001 -0.0002
Si 0.0003 0.0002 0.0003
Si -0.0001 -0.0001 0
Si -0.0002 0 0.0001
Si 0.0004 0.0002 -0.0002
Si -0.0005 0.0004 0.0002
Si -0.0001 0.0002 0
Si -0.0004 0 -0.0002
Si -0.0004 -0.0002 0.0002
Si -0.0003 0.0004 -0.0001
Si 0.0001 -0.0004 0.0001
Si 0.0002 -0.0006 0.0003
Si 0.0009 -0.0001 0.0003
Si -0.0004 -0.0005 0.0007
Si 0.0009 0.0003 -0.0002
Si 0.0006 0.0008 -0.0004
Si -0.0004 -0.0008 0.0005
Si 0.0004 0.0002 0.0002
Si 0.0003 -0.0004 0.0007
Si -0.0006 0.0006 0.0008
Si 0 -0.0007 0.0011
Si 0.0003 0.0001 0.0006
Si -0.0005 -0.0001 0.0002
Si -0.0003 -0.0003 0.0001
Si -0.0003 0 0.0007
Si -0.0004 0.001 -0.0006
Si -0.0002 0 -0.0014
Si 0.0003 -0.0011 -0.0009
Si 0.0012 -0.0003 -0.0011
Si -0.0006 0.0005 -0.0008
Si 0.001 0 -0.0004
Si -0.0004 0.0005 -0.0016
Si 0.0007 0.0001 -0.0008
Si 0.0008 0.0003 0.0003
Si -0.0004 0.0002 0.0005
Si 0.0001 0.0001 0.0007
Si -0.0001 -0.0003 0.0003
Si -0.0002 0.0008 -0.0004
Si -0.0004 -0.0013 -0.0001
Si 0.0008 -0.0001 -0.0001
Si 0.0001 0.0003 -0.0011
Si 0.0006 0.0001 0.001
Si -0.0008 0.0003 0.0012
Si 0.0012 -0.0016 -0.0017
Si 0.0013 0.0006 0.002
Si -0.0004 0.0012 0.0012
Si 0.0024 -0.0007 -0.0029
Si 0.001 0.0006 -0.0022
Si -0.0001 0.0001 -0.0015
Si -0.0005 -0.0002 0.0005
Si -0.0004 0.0012 -0.0018
Si -0.001 0.0001 0.0023
Si -0.0001 -0.0001 0.0002
Si -0.001 0.0002 0.0006
Si 0.0005 -0.0012 -0.0019
Si -0.0013 -0.0006 -0.0003
Si 0.0005 -0.0004 0.0005
Si -0.0018 -0.0018 -0.0011
Si 0.0008 -0.0011 -0.0008
Si 0.0007 0.0006 -0.0012
Si -0.0001 0.0013 0.0005
Si 0.0005 0.0001 0.0007
Si -0.0001 0.0003 0.0003
Si 0.0001 0.0005 -0.0003
Si -0.0011 0.0003 0.0013
Si -0.0002 -0.0004 0.0008
Si -0.0006 -0.0006 0.0005
Si -0.0001 0.0006 0.0007
Si -0.0004 0.0001 -0.0003
Si -0.0006 0.0003 -0.0018
Si -0.0005 0.001 0.0016
Si 0.0007 0.0004 0.0007
Si 0.0011 0.0003 0.0005
Si 0.0005 -0.0009 0.0008
Si -0.0008 -0.0007 -0.0008
Si 0.0003 -0.0013 -0.0023
Si 0.0009 -0.0011 0.0007
Si 0.0012 -0.0007 -0.0011
Si 0.0002 -0.0009 0.0013
Si -0.0001 -0.002 -0.0011
Si 0.0019 0.0007 -0.0048
O 0.0003 0.0006 0.0004
O 0.0006 0.0008 0.0019
O 0.0001 0.0001 0.0011
O 0.0006 -0.0002 0.0004
O -0.001 0.0015 0.0007
O 0.0004 0.0012 -0.0007
O 0.0002 0 -0.0001
O -0.0001 0.0002 0.0005
O 0.0002 0.0003 0.0005
O 0.0013 -0.0005 -0.0008
O 0 -0.0001 0.001
O 0 -0.0001 0.0005
O 0.0036 -0.0012 -0.0004
O -0.0001 0.0001 -0.0006
O 0.0006 -0.0023 0.001
O 0.0011 0.0003 -0.001
O -0.001 -0.0001 -0.0015
O -0.0005 -0.0006 0.0018
O 0.0004 -0.0008 0.0004
O -0.0002 0.0007 -0.0009
O 0.0007 -0.0005 0.0004
O 0.0005 0.0014 -0.0008
O -0.0013 -0.0002 0.0007
O -0.001 -0.0004 0.0004
O 0.0005 0.0005 -0.0008
O 0.0003 0 -0.0004
O 0.0007 -0.0023 0.0017
O 0.0015 -0.0007 0.0001
O 0.0004 0.0002 0.0005
O 0.001 -0.0003 0.0009
O 0.0005 -0.0001 -0.0006
O 0.0002 0.0012 -0.0004
O 0.0005 -0.0014 -0.0002
O -0.0008 -0.0006 0.0019
O 0.0022 0.0002 0.0004
O 0.0015 0.0014 -0.0004
O -0.0005 0.0012 -0.0002
O -0.0009 0.0001 -0.0005
O 0.0002 -0.0007 0.0002
O 0.0006 0.0008 0.0008
O -0.0005 0.0006 0.0009
O -0.0003 -0.0002 0.0021
O -0.0005 0.0016 -0.0012
O 0.0005 -0.0008 -0.0008
O 0.0011 0 0.0008
O -0.0001 0.0033 -0.0005
O 0.0003 0.0004 -0.0007
O -0.0028 0.0021 -0.001
O 0.0008 0.0006 0.0007
O -0.0009 0.0005 -0.0009
O -0.0016 0.0002 0.0002
O -0.0004 -0.0005 -0.0005
O 0.0013 0.0002 0.001
O -0.0001 0.0012 0.0003
O 0.0007 0 0.0017
O 0.0001 0.001 -0.0005
O 0.0008 -0.0003 -0.0005
O -0.0009 -0.0003 0.0006
O 0.0013 0.0003 -0.0006
O -0.0006 -0.0014 -0.0013
O -0.0013 -0.0012 0.0011
O -0.0001 0.0011 -0.0008
O 0.0001 -0.0003 0.0001
O 0.0001 -0.0006 0.001
O -0.0003 -0.0001 0.0001
O 0.0002 -0.0009 -0.0002
O 0.0007 0.0004 0.0005
O 0.0009 0.0009 0.0011
O 0 0.0001 -0.0007
O -0.002 0.0001 0.0006
O 0.0005 0.0009 0.0012
O -0.0005 -0.0022 0.0001
O -0.0001 0.0008 -0.0011
O -0.0011 -0.0003 -0.0003
O 0.0008 -0.0012 0.0003
O -0.0001 0.0004 -0.0001
O -0.0014 -0.0003 0.001
O 0.0014 -0.0012 -0.0004
O 0.0005 0.0002 0.0001
O 0.0007 0.0008 -0.0001

The program warned: the cutoff lies below the one the program advises for these potential files; the forces do not sum to zero within the program's tolerance; empty levels may hold ghost states of the PAW files; the exchange-correlation potential is rough where the density is thin.
